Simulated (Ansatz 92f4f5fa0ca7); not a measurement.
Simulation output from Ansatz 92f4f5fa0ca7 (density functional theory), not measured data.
Periodic cell of 225 atoms, Si132O91As2, from a study of silicon, its oxide and their interface. The atomic structure is a simulated model.
Doubt: the cutoff is far below the 930 eV that the study's wrapper takes by default for these files, so forces and energies are approximate.
This geometry differs little from another in the collection (a relaxation step or a small displacement).

Settings
functional: PBE
potential files: Ansatz PAW
basis: plane waves
wave-function cutoff: 580 eV
density cutoff ratio: 5
exchange-correlation grid ratio: 1
k mesh: 1 x 1 x 1, Gamma-centred
self-consistency stop: 5e-08 eV per atom in the density residual
occupations: fixed
spin: none
net charge: 0

Cell vectors (angstrom)
a 10.938 0 0
b 0 10.938 0
c 0 0 31.9494

Atoms: element, x, y, z (angstrom)
Si 10.6162 0.0381 24.4535
Si 5.0764 0.1728 24.6948
Si 2.8121 2.3216 24.5469
Si 8.5696 2.4759 24.5909
Si 10.7099 5.6249 24.3667
Si 5.1511 5.6536 24.4684
Si 2.9831 7.9921 24.4216
Si 8.4253 7.8662 24.4472
Si 1.2927 1.1574 25.8625
Si 6.8155 1.3668 25.7666
Si 3.9813 4.04 25.7412
Si 9.6919 4.0556 25.8752
Si 1.3411 6.8275 25.692
Si 6.804 6.751 25.766
Si 4.0019 9.5 25.9688
Si 9.4812 9.4723 25.8343
Si 2.6324 -0.1147 27.3047
Si 8.1302 -0.0435 27.1675
Si 0.0751 2.677 27.2262
Si 5.4432 2.7484 27.1292
Si 2.6639 5.4363 27.1228
Si 8.1852 5.3898 27.1502
Si 0.007 8.1723 27.1523
Si 5.5076 8.1644 27.1895
Si 4.085 1.3417 28.5091
Si 9.5418 1.3394 28.5156
Si 1.3889 4.0802 28.5757
Si 6.8092 4.0738 28.5396
Si 4.0868 6.7914 28.4944
Si 9.555 6.7945 28.4973
Si 1.2972 9.4909 28.6374
Si 6.8215 9.5456 28.5762
Si -0.0319 0.0019 29.9213
Si 5.4592 0.0015 29.9028
Si 2.7618 2.7192 29.9101
Si 8.197 2.7236 29.8939
Si -0.005 5.4603 29.897
Si 5.4609 5.4619 29.8949
Si 2.7532 8.1633 29.9115
Si 8.2224 8.1844 29.8964
Si 1.3673 1.3673 31.2657
Si 6.8362 1.3673 31.2657
Si 4.1018 4.1018 31.2657
Si 9.5708 4.1018 31.2657
Si 1.3673 6.8362 31.2657
Si 6.8362 6.8362 31.2657
Si 4.1018 9.5708 31.2657
Si 9.5708 9.5708 31.2657
Si 2.7345 0 0.6835
Si 8.2035 0 0.6835
Si 0 2.7345 0.6835
Si 5.469 2.7345 0.6835
Si 2.7345 5.469 0.6835
Si 8.2035 5.469 0.6835
Si 0 8.2035 0.6835
Si 5.469 8.2035 0.6835
Si 4.1047 1.3658 2.0554
Si 9.5998 1.3438 2.0426
Si 1.3658 4.1238 2.0501
Si 6.8411 4.1155 2.0357
Si 4.0969 6.8376 2.0387
Si 9.5901 6.8287 2.0535
Si 1.3611 9.5983 2.0503
Si 6.8351 9.6001 2.0421
Si 0.0365 0.0283 3.4717
Si 5.4923 0.0269 3.4401
Si 2.7246 2.7494 3.393
Si 8.2617 2.7656 3.3448
Si 0.0448 5.5028 3.4602
Si 5.4921 5.5044 3.4022
Si 2.7403 8.2342 3.3798
Si 8.2689 8.2802 3.3638
Si 1.393 1.4359 4.8438
Si 6.9167 1.4473 4.7219
Si 4.0985 4.1121 4.7248
Si 9.6276 4.0637 4.7648
Si 1.3752 6.9675 4.8223
Si 6.8945 6.9435 4.6789
Si 4.097 9.5622 4.7665
Si 9.6273 9.5688 4.8355
Si 2.7547 0.0003 6.1411
Si 8.2799 0.0874 6.0947
Si 0.0252 2.7792 6.2943
Si 5.521 2.7889 6.0674
Si 2.7884 5.5577 6.0575
Si 8.2846 5.5626 5.9479
Si 0.0434 8.2852 6.3581
Si 5.5414 8.2489 6.1119
Si 4.4234 1.1339 7.3324
Si 9.7879 1.141 7.6159
Si 1.2089 4.4926 7.4687
Si 6.6738 4.4925 7.2129
As 4.2813 6.7774 7.5602
Si 9.7421 6.5926 7.5032
Si 1.2516 9.9215 7.697
Si 6.711 9.899 7.4078
O 9.5791 1.2759 24.006
O 4.0974 6.8396 23.9592
O 4.0064 1.2727 24.0443
O 9.54 6.7355 23.924
O 0.0162 5.5423 7.9937
O 5.564 0.0635 7.9015
O 0.0406 0.0738 8.1147
O 5.618 5.566 7.8835
O 7.6306 3.9081 8.4067
O 8.7733 7.0213 8.7907
O 2.1348 9.4898 9.0422
O 8.8994 1.6506 8.9423
O 7.6068 9.4058 8.7077
O 3.6232 1.7943 8.6023
O 2.0909 4.0038 8.7843
O 8.1433 3.5375 23.3926
O 0.4529 4.9752 22.985
O 1.8664 2.7569 23.2707
O 5.8286 4.955 23.1355
O 5.5539 10.0393 23.5482
O 2.4322 8.7299 23.0405
O 0.1681 10.0952 23.1255
O 7.8145 8.6242 23.1055
Si 8.6101 7.7454 18.4671
Si 8.683 6.3387 13.6823
Si 3.6794 1.53 14.7719
Si 2.0624 5.7976 17.684
Si 2.3956 3.1961 19.5315
Si 9.6717 9.0148 12.1717
Si 1.3051 9.46 22.1117
Si 9.0391 0.9553 13.2381
Si 1.4363 5.1302 12.9805
Si 1.6987 8.408 13.0128
Si 6.6737 9.6021 22.4701
Si 4.4187 4.5933 15.7533
Si 8.1956 2.9868 9.5955
Si 0.7899 8.2962 19.307
Si 6.9465 1.3946 21.1283
Si 8.2214 8.2694 9.7058
Si 10.8772 5.2776 15.623
Si 7.4458 9.5155 16.3556
Si 9.9061 2.1367 20.3017
As 2.9195 8.25 10.1756
Si 6.6371 3.4114 17.4526
Si 1.1348 0.2654 19.8437
Si 3.1741 2.7933 12.2921
Si 7.1909 5.4383 19.7261
Si 5.6855 8.5607 11.5414
Si 5.7186 5.9881 13.2495
Si 4.5436 9.7456 17.7451
Si 1.0086 3.6389 22.2041
Si 4.8787 1.5396 18.8595
Si 3.1871 3.0524 9.5169
Si 6.3117 10.7731 13.7868
Si 10.1943 0.1554 16.0517
Si 5.6272 3.5929 11.1768
Si 9.7786 3.8874 11.9584
Si 2.1913 9.9662 15.7584
Si 6.0454 8.162 19.8697
Si 6.9373 4.0142 22.4081
Si 9.7082 2.8621 17.377
O 7.1048 6.2782 14.0716
O 1.8351 7.1047 18.7406
O 10.3326 4.0203 16.4561
O 6.0455 9.9565 17.0972
O 9.9929 0.6873 14.5276
O 8.4081 6.1609 18.8838
O 5.025 0.634 14.4352
O 5.7255 2.0718 17.5796
O 8.3216 2.0058 20.555
O 1.9314 4.3484 18.4585
O 6.9295 2.7591 10.6285
O 4.8092 2.6321 12.2151
O 5.9152 4.4312 16.4094
O 4.5387 3.9 9.963
O 10.668 2.8458 21.5614
O 9.6786 6.1896 14.9835
O 5.9821 6.5276 19.9023
O 4.0341 0.2361 18.3729
O 9.1368 10.5522 12.3016
O 2.8286 4.3619 12.6419
O 1.8737 10.7528 21.2514
O 3.9778 2.7968 19.4042
O 0.5759 10.101 16.1296
O 1.2373 9.8516 18.8889
O 1.6947 1.7168 19.3158
O 8.7741 10.4555 16.5734
O 4.809 8.6328 18.9121
O 9.545 8.722 10.5642
O 6.6902 4.1385 18.9053
O 2.7353 1.756 13.4446
O 5.83 8.805 21.3376
O 2.4951 2.4221 10.8608
O 7.6192 4.8875 21.2025
O 5.1637 7.3786 12.5681
O 0.2247 9.0174 12.7712
O 7.4332 1.0276 13.5721
O 6.9882 9.6252 14.7799
O 8.9151 5.0282 12.7349
O 8.0209 8.0658 16.9417
O 6.2145 2.6118 21.9514
O 2.2703 9.0014 14.4255
O 0.3627 4.4805 11.9321
O 0.7656 8.362 20.9768
O 9.3481 3.8052 10.3956
O 9.5535 2.382 12.5998
O 7.5763 8.6094 19.4237
O 2.6093 8.9989 11.7972
O 3.9006 3.0372 15.4373
O 0.9321 4.7064 14.4672
O 10.0147 3.094 18.9679
O 8.9251 7.7989 12.9873
O 10.4833 0.6128 20.0921
O 6.005 4.9496 12.0004
O 8.1145 2.9023 17.0145
O 3.4296 5.5039 16.7478
O 4.6339 8.8343 10.2918
O 1.6322 6.7557 12.9178
O 4.6495 5.4435 14.3673
O 2.0531 3.8988 20.9705
O 10.4271 1.4495 17.0082
O 0.8419 6.1494 16.6529
O 7.3555 10.9941 21.9588
O 5.8979 0.9562 19.9813
O 5.9414 9.9437 12.4092
O 2.7212 0.5767 15.6765
O 7.0417 7.9671 10.8045
O 10.1939 8.076 18.7213
O 3.2981 9.2532 16.7793

Results
free energy: -145376.453 eV
free energy less fixed offsets of As -4856.12, O -568.88, Si -635.61 eV per atom: 4.387 eV

Forces (eV/angstrom), in the order of the atoms: element, x, y, z
Si -0.0003 0.0002 0.0005
Si -0.0005 -0.0011 0.0006
Si -0.0014 -0.0008 0
Si -0.0006 0.0006 0.0008
Si 0 -0.0008 0.0008
Si 0.0007 0.0006 0.0008
Si -0.0004 0.0004 0.0013
Si -0.0012 0 -0.0007
Si -0.0012 -0.0002 -0.0014
Si -0.0011 0.0001 -0.0001
Si -0.0004 -0.0005 -0.0002
Si -0.0007 -0.0004 -0.0005
Si -0.0008 -0.0004 -0.0003
Si -0.0009 -0.0005 -0.0005
Si 0.0001 -0.0004 -0.0017
Si -0.0003 -0.0005 0
Si 0.0014 0.0021 -0.0016
Si 0.0018 0.0022 0.0003
Si -0.0019 -0.0001 -0.0014
Si -0.0008 -0.0003 0.001
Si 0.0005 0.0023 0.001
Si 0.0007 0.0012 0.0001
Si -0.0002 0.0006 0.0009
Si -0.0013 -0.0002 -0.0009
Si 0.0015 0.0018 -0.0013
Si -0.0008 -0.0013 -0.0013
Si 0.0026 0 0.0023
Si -0.0005 0 0.0008
Si -0.0004 -0.0021 -0.002
Si 0.0015 -0.0009 -0.0027
Si -0.0039 -0.0027 0.0063
Si 0.0006 0 0.0024
Si 0.0007 -0.0024 -0.002
Si -0.0004 -0.0004 -0.0002
Si -0.0007 0.0031 -0.0007
Si -0.0026 0.0008 -0.0003
Si -0.0018 0.0001 -0.0004
Si -0.0002 -0.001 -0.0003
Si -0.0033 0.0031 -0.0013
Si -0.0016 0.002 0.0003
Si 0.0683 0.0574 -0.0337
Si 0.0309 0.0053 0.0104
Si 0.0851 -0.0438 0.1026
Si -0.0885 -0.0863 -0.0493
Si 0.0311 -0.1297 0.0631
Si 0.033 0.002 -0.0826
Si -0.0415 -0.0432 0.0034
Si -0.1804 -0.116 0.1728
Si -0.0194 0.0098 -0.0382
Si -0.0248 0.0238 -0.1136
Si 0.0645 0.0639 0.0211
Si 0.0154 0.0412 0.0383
Si -0.0507 -0.0589 -0.0957
Si 0.0348 0.0587 -0.063
Si 0.0823 0.0913 0.0323
Si 0.0684 0.0991 0.0372
Si 0.0006 0.0011 -0.0011
Si -0.0025 0.0006 0.0021
Si 0.0025 -0.0011 -0.0004
Si 0.0024 -0.0016 0.0028
Si -0.0003 -0.0013 0.002
Si -0.0007 0.0002 -0.0004
Si 0.0005 0.0005 0.0019
Si 0.0026 0.0001 0.0007
Si 0.001 0.001 0.003
Si -0.0001 -0.0018 0.002
Si -0.0064 -0.0001 -0.0026
Si 0.0016 0.0019 -0.0056
Si 0.0001 -0.0006 0.0038
Si -0.0028 0.0033 -0.0006
Si -0.002 -0.001 -0.0025
Si 0.0009 0.0072 -0.0027
Si -0.0034 -0.002 -0.0018
Si -0.0012 -0.0023 -0.0008
Si 0.001 0.0034 0.0022
Si -0.0006 -0.0014 -0.001
Si -0.0005 0.0008 -0.0004
Si -0.0042 -0.0049 0.0031
Si 0.0011 0.0009 0.0021
Si -0.0012 -0.0001 -0.0022
Si 0.0034 0.0044 -0.0009
Si 0.0019 0.0001 0.0013
Si 0.0011 0.0014 0.0003
Si -0.0002 0 -0.0001
Si -0.003 -0.0035 -0.0083
Si 0.0005 0.0015 -0.0003
Si 0.0007 0.0015 0.0006
Si -0.0029 0.0014 -0.0029
Si -0.0034 0.0004 -0.003
Si -0.0008 0 -0.0071
Si -0.0045 -0.0033 0.0026
Si 0.004 -0.0081 -0.0045
As -0.0092 0.0167 0.0017
Si -0.0033 0.0003 -0.001
Si -0.0098 0.0022 -0.0089
Si -0.0009 0.0026 -0.0015
O 0.0002 -0.0001 -0.0004
O -0.0007 -0.0002 -0.0009
O -0.0002 0.0004 -0.0004
O -0.0001 0.0004 0
O 0.0005 -0.0003 -0.0022
O 0.0009 -0.0023 -0.0005
O -0.0002 -0.001 0.0008
O -0.0001 0.0036 0.0058
O 0.0028 0.0014 -0.002
O -0.0007 -0.0001 0.0012
O 0.0131 -0.0113 0.0196
O 0.0002 -0.0023 0.0013
O 0.0005 -0.0023 0.003
O -0.0001 -0.0009 0.0006
O 0.0017 -0.001 0.0013
O -0.0008 0 -0.0005
O -0.0001 -0.0002 -0.0011
O 0.0001 0.0005 -0.0002
O -0.0005 0.0001 -0.0005
O 0.0004 -0.0005 -0.0019
O -0.0004 0 -0.0006
O -0.0007 0.0002 -0.0003
O -0.0003 -0.0002 0.0001
Si -0.0007 0 0.0009
Si -0.0004 0 -0.0003
Si -0.0005 0.0002 0.0002
Si -0.0009 0 0.0001
Si -0.0008 0.0003 0.0009
Si -0.0007 0.0003 -0.0005
Si -0.0005 0 0.0002
Si -0.001 0.0003 0.0002
Si -0.0014 0.0001 -0.0009
Si -0.0047 0.0039 -0.0033
Si -0.001 0.0005 0.0009
Si -0.0008 -0.0001 0.0003
Si 0.0009 -0.0033 0.0037
Si -0.0011 0 0.0009
Si -0.0005 0 0.0014
Si -0.0005 0.0017 -0.0018
Si 0.0013 -0.0035 0.0005
Si -0.0007 0.0002 0.0003
Si -0.0007 -0.0004 0.0013
As -0.004 0.0137 -0.0033
Si -0.001 0 0.0006
Si -0.001 -0.0001 0.0012
Si -0.0013 -0.0001 -0.0012
Si -0.0007 0.0001 0.0014
Si 0.0019 0.0004 0.0005
Si -0.0003 -0.001 0.0007
Si -0.0006 0.0003 0.0007
Si -0.001 0.0001 0.0005
Si -0.0009 0 0.0011
Si -0.0004 0.0005 -0.0012
Si -0.0009 0.0008 0.0004
Si -0.0009 0.0005 0.0001
Si -0.0013 -0.0003 -0.0005
Si -0.0003 -0.0002 -0.0006
Si -0.001 0.0008 0.0006
Si -0.0006 0 0.0012
Si -0.0002 0 0.0006
Si 0.0004 0.0014 -0.0015
O -0.0007 0.0002 -0.0004
O -0.0009 -0.0002 -0.0011
O -0.0001 0.002 -0.0016
O -0.0009 -0.0001 -0.0004
O -0.0007 -0.0002 0.0003
O -0.001 0.0001 -0.0006
O -0.0006 0 -0.0003
O -0.0005 0.0008 -0.0011
O -0.0006 0.0003 -0.0006
O -0.0009 0 -0.0004
O -0.0015 0.0004 0.0015
O -0.0008 0.0003 0
O -0.0004 -0.0001 -0.0004
O -0.0004 -0.0004 0.0014
O -0.0001 0.0004 -0.0002
O -0.0005 -0.0008 0
O -0.0006 0 -0.0006
O -0.0006 -0.0001 -0.0005
O -0.001 -0.0003 0
O -0.002 0.0011 0.0006
O -0.0005 0 -0.0007
O -0.0009 0.0002 -0.0007
O -0.0005 0.0002 -0.0003
O -0.0006 0.0002 -0.0004
O -0.0011 0.0001 -0.0007
O -0.0007 0.0001 -0.0005
O -0.0006 0.0001 -0.0004
O -0.0012 -0.0003 0.0007
O -0.0007 -0.0001 -0.0006
O -0.0006 -0.0001 -0.0005
O -0.0006 0.0001 -0.0002
O 0.0001 0.0004 0.0004
O -0.001 -0.0002 -0.0008
O -0.0002 0.0009 -0.0001
O 0.009 -0.0037 0.0004
O -0.0003 0.0001 -0.0001
O -0.0007 0 0.0001
O -0.0012 0.0004 0
O -0.001 0.0001 -0.0004
O -0.0003 0.0001 -0.0006
O -0.0016 -0.0004 -0.0018
O 0.0005 0.0012 0.0018
O -0.0003 0.0002 -0.0004
O 0.0004 0.0009 0.0023
O -0.0009 -0.0001 0.0001
O -0.0008 0 -0.0006
O -0.0058 -0.0116 0.0015
O -0.0009 0.0002 0
O -0.0037 0.0035 0.0022
O -0.001 0 -0.0012
O -0.0009 0.0001 0.0001
O -0.0002 0.0002 -0.0006
O -0.0006 0.0006 0.0003
O 0.0004 0.0006 -0.0003
O -0.0012 0.0002 0.0001
O -0.0032 -0.0005 0.0014
O -0.0019 0.0029 0.0006
O -0.0009 0.0001 -0.0003
O -0.0007 -0.0001 -0.001
O -0.0017 0.0017 0.0001
O -0.0022 -0.0029 -0.0021
O -0.0007 0 -0.0008
O -0.0003 0 -0.0004
O -0.0016 -0.0006 -0.0009
O -0.0006 -0.0005 -0.0002
O 0.0003 -0.0004 -0.0014
O -0.0005 0.0001 -0.0005
O -0.0008 0.0001 -0.0006

The program warned: the cutoff lies below the one the program advises for these potential files; the forces do not sum to zero within the program's tolerance; the exchange-correlation potential is rough where the density is thin.
